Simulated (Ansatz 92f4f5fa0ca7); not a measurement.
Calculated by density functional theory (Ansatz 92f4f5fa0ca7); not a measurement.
Periodic cell of 159 atoms, Si96O61N2, from a study of silicon, its oxide and their interface. The atomic structure is a simulated model.

Settings
functional: r2SCAN
potential files: Ansatz norm-conserving
basis: plane waves
wave-function cutoff: 1300 eV
density cutoff ratio: 4
exchange-correlation grid ratio: 1
k mesh: 2 x 2 x 1, shifted by 0.5 0.5 0.5 of a step
self-consistency stop: 5e-08 eV per atom in the density residual
occupations: Fermi-Dirac, 0.05 eV
spin: none
net charge: 0

Cell vectors (angstrom)
a 10.9176 -0.0709 0.0493
b -0.0709 10.9694 0.0243
c 0.1038 0.0512 23.0061

Atoms: element, x, y, z (angstrom)
Si -0.5781 0.5637 -0.3247
Si 2.4389 2.9352 0.2303
Si 0.4012 5.2529 -0.1147
Si 3.8417 7.0112 -1.0217
Si 5.4929 -2.0237 -0.9257
Si 8.0431 2.6897 0.2826
Si 5.6708 4.8049 0.0777
Si 7.9457 8.498 -0.6278
Si 1.1663 1.2396 1.2159
Si 4.0894 3.941 1.5033
Si 1.5612 6.8106 1.2386
Si 4.4623 9.9321 1.2117
Si 6.7004 1.254 1.737
Si 9.6112 4.0724 1.4676
Si 7.0337 6.3175 1.0816
Si 9.4962 9.6489 1.0917
Si -0.1821 2.5534 2.6035
Si 2.8161 0.0241 2.6675
Si 0.0409 8.3358 2.476
Si 2.5669 5.3777 2.856
Si 5.5099 2.7875 2.9898
Si 8.2369 -0.1997 2.7743
Si 5.1147 8.3597 2.8568
Si 8.306 5.4004 2.759
Si 1.1579 3.8973 4.1476
Si 4.0545 1.3978 4.1287
Si 1.3339 9.6715 4.0616
Si 3.9456 6.7954 4.1515
Si 6.7939 4.2361 4.3443
Si 9.5947 1.2872 4.2116
Si 6.823 9.512 4.1603
Si 9.6345 6.7584 4.1635
Si 0.0365 -0.0309 5.4411
Si 2.6729 2.7133 5.5697
Si -0.0168 5.4492 5.555
Si 2.6113 8.2325 5.3438
Si 5.5699 0.1348 5.5324
Si 8.1961 2.7345 5.5892
Si 5.3153 5.4857 5.4814
Si 8.1842 8.1317 5.517
Si 1.1723 1.4947 6.9813
Si 4.1823 4.1243 6.8145
Si 1.5129 6.6877 6.7693
Si 3.9346 9.6507 6.7175
Si 6.9247 1.2578 7.0561
Si 9.4327 4.1146 7.1664
Si 6.5927 7.0588 6.6999
Si 9.5423 9.4448 6.9131
Si 0.0759 2.8726 8.5551
Si 2.4803 -0.2629 8.1367
Si 0.0977 8.1386 8.1757
Si 2.7845 5.4216 8.1805
Si 5.3024 2.6294 8.1288
Si 8.5682 0.0008 8.3478
Si 5.3448 8.5274 8.0807
Si 7.8618 5.6516 8.2757
Si 1.5388 4.2345 9.7323
Si 3.9261 1.2321 9.3991
Si 1.3841 9.0718 9.8745
Si 4.3681 6.7489 9.461
Si 6.0694 3.7841 10.1008
Si 6.7119 0.3924 13.3624
Si 6.8509 9.7174 9.4061
Si 9.3848 6.9285 9.467
Si -0.5061 1.2914 10.0997
Si 3.259 3.0011 10.8683
Si -0.5928 5.8336 11.2809
Si 3.4363 8.212 10.9581
Si 5.3153 -0.1661 10.7124
Si 8.4858 3.0987 11.7375
Si 6.4885 5.928 10.1261
Si 7.9853 8.2966 10.9282
Si 10.3607 8.4135 12.6774
Si 1.2916 9.8813 17.6135
Si 2.7837 -1.9128 13.5661
Si -0.2482 11.4739 14.4818
Si 13.8539 5.3725 17.6075
Si 1.7532 0.9435 12.2461
Si 8.5992 11.0212 12.3425
Si 11.5113 9.3187 14.6857
Si -4.0512 -1.5223 17.7703
Si -2.6937 0.9355 18.47
Si -0.7012 10.365 19.8568
Si 4.7277 3.4905 16.2225
Si -5.4954 2.2147 18.6606
Si 5.2807 -1.3521 15.2586
Si 8.5132 7.8078 20.0784
Si 6.8356 2.4888 14.3879
Si -0.4636 5.5875 20.0111
Si 9.3604 2.5712 16.2641
Si 3.1004 8.0282 19.3459
Si 1.3547 3.4538 19.2697
Si 3.4016 1.6067 20.6171
Si 3.6552 0.8477 16.7109
Si 4.5404 9.7275 20.0893
Si 0.2446 4.6037 17.171
O -0.0206 -0.065 21.2533
O 4.9766 -5.2861 21.8314
O 5.7439 9.9847 18.974
O 3.2617 1.9863 22.1789
O 2.9663 7.3118 23.2656
O -0.0151 6.1053 -1.5732
O 0.1206 4.0602 20.1777
O -2.0094 6.2681 20.0369
O 6.3526 -3.4184 24.906
O 12.3817 4.0215 -0.5013
O 6.7922 3.6143 22.6495
O 9.1266 1.6681 -0.5967
O 5.3993 11.3828 1.0146
O 1.8508 8.9297 18.8255
O -8.8377 2.1921 19.7762
O 8.0099 6.8737 22.7759
O -1.5603 0.279 13.759
O -1.6882 -8.8705 17.7173
O 2.7126 2.3041 12.2351
O -1.5493 4.5466 11.7143
O 0.8447 11.8469 10.8249
O 2.7971 7.8407 12.4379
O -3.5255 13.9883 10.4948
O 0.9604 5.2741 10.9069
O 4.6269 -1.6471 11.0854
N 9.2314 1.5369 11.4781
O 9.9101 4.0856 16.2615
O 4.7653 3.6348 11.1814
O 7.0962 6.954 11.4117
N 8.897 9.2538 12.076
O 6.4292 -0.8959 14.254
O 6.9018 1.6976 18.9768
O -3.0273 2.6411 15.5548
O 7.5963 14.104 13.1873
O 4.1213 8.7924 14.399
O -10.765 10.8099 18.4841
O 3.9784 4.8671 16.5214
O 0.8026 9.1247 16.3402
O -0.5198 6.8938 12.4635
O 1.5601 5.3839 16.6562
O 0.7393 1.3885 13.3891
O 13.4411 -0.4997 12.7276
O 13.4468 4.5226 18.9428
O 16.3699 11.5404 12.1996
O 11.2266 -2.103 11.1756
O 5.6761 3.1853 17.4848
O 9.9644 -2.2796 19.8888
O -0.1754 5.7053 18.3777
O 2.337 0.0128 17.0553
O 4.457 0.9209 18.1062
O 3.6708 0.016 20.4623
O -4.9796 8.8929 16.5219
O 0.7359 3.1528 17.8228
O 4.5729 -0.0003 15.7041
O 3.4076 6.8972 18.1378
O 4.6813 2.5209 20.1186
O -5.4357 3.5104 14.7426
O -0.5494 1.5662 15.6064
O 3.5567 2.311 16.1033
O 8.8378 11.111 19.7711
O -3.1983 10.7432 17.4194
O 13.9782 7.0169 20.6903
O 7.6533 8.1262 18.5976

Results
free energy: -40183.501 eV
free energy less fixed offsets of N -289.75, O -463.61, Si -117.95 eV per atom: -0.591 eV
pressure: -1.91 GPa
stress xx, yy, zz, yz, xz, xy (GPa, positive in tension): 1.45, 1.83, 2.45, 0.93, 0.61, -1.17

Forces (eV/angstrom), in the order of the atoms: element, x, y, z
Si -0.7914 0.2602 0.0505
Si -0.7808 -0.1793 -0.0024
Si -0.7894 1.1781 -0.7747
Si 2.571 0.0218 0.6097
Si -0.8931 -0.5149 0.8933
Si -0.6833 -0.6787 0.2506
Si -0.7732 0.114 -1.119
Si -1.4233 -1.5495 -0.4272
Si 0.0956 0.8397 0.4902
Si -0.5945 0.5329 0.9121
Si -0.092 -0.4728 0.0308
Si 0.4639 1.6243 -0.2715
Si 0.574 -0.0377 -0.7286
Si -0.0328 -0.1532 -1.568
Si -0.5827 1.2753 1.1393
Si -1.0735 0.0924 0.0057
Si 1.2104 0.3377 0.7494
Si -0.649 -0.363 -1.3103
Si 0.1502 -0.4247 0.1884
Si 0.5393 -0.2382 -0.3847
Si -0.3702 0.1673 0.1261
Si 0.159 0.7412 -0.1503
Si 1.7386 -0.0928 -0.1478
Si -0.2198 0.0762 1.3621
Si 0.3785 0.3131 -0.3028
Si 0.3144 0.216 0.824
Si -0.115 -0.1014 -1.0645
Si -0.5048 0.091 -0.8079
Si 1.3391 -0.9486 -1.5009
Si -1.3962 -0.4541 -0.2695
Si -1.0576 0.1948 0.7856
Si -0.1969 0.8001 -0.7241
Si -0.4434 0.5995 0.8279
Si -0.152 0.0328 -0.18
Si -0.3173 -0.7667 0.0397
Si 0.3466 -0.407 0.982
Si -0.5182 -1.376 -0.5678
Si -0.0387 -0.3704 0.6825
Si 0.7724 1.8152 0.0314
Si 0.365 0.3819 -0.9507
Si 1.0264 -1.3256 -0.2856
Si -1.7623 -1.1512 0.2804
Si -0.9225 1.6715 0.2056
Si -0.2236 0.5681 -0.5336
Si 0.7071 1.3443 -0.3721
Si -0.2163 -0.1509 -0.2169
Si 0.349 -1.069 1.1071
Si 0.7658 0.3694 -0.1227
Si -0.6497 0.6948 -0.8477
Si -0.2571 1.5749 1.1208
Si -0.1347 -0.876 -0.4233
Si 1.1618 0.3029 0.3843
Si 1.1405 -0.2734 0.7092
Si 0.3488 -0.065 0.254
Si 0.0899 -1.6703 0.2506
Si 0.3405 0.7327 -1.0726
Si 1.1207 0.5424 0.9916
Si -0.509 -0.3577 -0.2824
Si 0.1431 -0.4708 0.4749
Si 0.3954 0.2918 -0.7217
Si -0.4973 -1.5321 1.0575
Si -2.2362 1.359 -2.0485
Si 0.3739 0.2707 1.1789
Si 0.4564 0.4551 0.5353
Si -2.4802 0.2402 0.3965
Si 0.8507 -0.8848 -0.6869
Si 0.2143 -1.8661 -2.4568
Si -2.0769 -0.743 -0.773
Si -0.4647 0.0675 -0.0677
Si -0.0031 -0.4494 1.3209
Si -0.0867 1.6651 1.0385
Si 0.3139 -0.4891 -1.6079
Si 0.5666 1.9203 -2.6408
Si -1.8009 0.7292 3.8416
Si -0.2861 0.2852 -1.3022
Si 1.0435 2.911 -0.4125
Si -1.5416 1.1586 1.0828
Si 0.8748 1.3809 0.0738
Si 0.4522 -0.1262 0.7717
Si 1.6383 -1.1604 1.6107
Si -0.2334 -0.905 2.2021
Si -0.4743 2.4615 -1.7503
Si 0.5061 -0.3597 -0.0584
Si -0.9648 -0.5276 -0.9845
Si -0.5003 -0.7899 -0.2036
Si 0.5789 -0.975 0.8194
Si 0.0473 0.2981 -1.5339
Si -0.4853 0.7958 -0.0178
Si -1.4559 0.107 -0.7887
Si -1.1876 -1.1616 1.493
Si 0.9369 -0.4258 -1.9603
Si 1.0146 0.2771 0.3877
Si 0.4829 0.6985 0.3886
Si 0.5149 -0.5584 0.8173
Si 1.648 -0.4117 -0.397
Si -0.2932 0.6448 1.0783
O 0.1936 -0.0136 -0.1989
O -0.2465 -0.1652 1.1766
O 0.29 -0.8634 0.024
O 0.1376 -0.1433 -0.9805
O -0.35 -0.2043 0.3758
O 0.6004 -0.4186 1.4605
O 0.3279 -1.088 -0.0976
O 0.6231 0.3004 -0.1458
O 1.0076 -1.296 -1.4918
O 1.1846 -0.9478 0.6902
O 1.1053 -0.2342 -0.4673
O 0.3677 -0.3396 0.6096
O -0.0951 -0.9771 0.5162
O -0.1092 -0.4964 -0.6671
O -0.3616 0.1151 0.244
O -0.1231 1.2361 1.1174
O -1.2285 -0.7707 -0.7359
O -0.9596 -1.053 0.6317
O -0.526 -1.2469 -0.2242
O 0.4344 -0.5069 -0.3308
O 0.5575 -0.6825 0.7172
O 0.0892 1.1545 0.7072
O -1.6864 0.9537 -0.7171
O -1.6131 0.1984 0.2057
O 0.7017 1.5507 0.6042
N 1.7635 -1.5694 -0.5742
O 1.2998 0.9842 0.2458
O -0.3639 -0.3312 -0.5053
O -0.4861 -0.5088 -0.8446
N -0.8117 0.2207 0.5554
O 0.448 -1.0007 0.148
O 1.4688 -1.2023 0.9681
O 0.0949 -0.1148 0.2237
O 0.446 0.5532 -1.4153
O -0.5776 0.3482 0.4124
O 0.7661 -1.0255 -0.8267
O 1.1808 0.0689 -0.41
O -1.6288 -1.625 -2.7112
O -0.2929 -0.2197 1.7809
O -0.2227 0.193 -0.9535
O -0.836 -1.0362 1.198
O 0.4449 -0.716 0.0742
O -0.0947 -0.9545 0.6813
O 0.9767 -0.7176 0.9821
O 1.4689 0.6307 0.6737
O -0.7227 0.2215 0.401
O 0.6345 0.5665 -0.1466
O -0.1803 -0.3563 0.1075
O 1.0238 1.3949 -0.8736
O 0.5323 1.6923 0.1865
O -0.5663 0.9769 0.0055
O -0.5119 0.7881 -1.1785
O -0.5506 0.8329 -0.8476
O -0.352 0.1746 0.074
O -0.3653 0.4767 -0.2038
O 0.14 -0.3922 -1.0957
O 1.734 -0.8427 0.1021
O 0.9507 -0.369 -0.1567
O -0.142 0.9038 0.1049
O -0.3562 0.1023 0.5968
O -0.0825 -0.5036 -0.1833
O -1.1925 -0.2591 0.5006
O -0.2435 0.9358 0.8459
